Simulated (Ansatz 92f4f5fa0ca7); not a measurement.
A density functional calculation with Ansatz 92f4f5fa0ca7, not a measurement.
Periodic cell of 221 atoms, Si132O88H1, from a study of silicon, its oxide and their interface. The atomic structure is a simulated model.
Doubt: the cutoff is far below the 930 eV that the study's wrapper takes by default for these files, so forces and energies are approximate.
This geometry differs little from another in the collection (a relaxation step or a small displacement).

Settings: functional PBE; potential files Ansatz PAW; basis plane waves; wave-function cutoff 580 eV; density cutoff ratio 5; exchange-correlation grid ratio 1; k mesh 1 x 1 x 1, Gamma-centred; self-consistency stop 5e-08 eV per atom in the density residual; occupations fixed; spin none; net charge +1 e, with a uniform compensating background and no finite-size correction.

Cell vectors (angstrom)
a  10.938  0  0
b  0  10.938  0
c  0  0  32.3064

Atoms and the computed forces on them: element, x, y, z (angstrom), force x, y, z (eV/angstrom)
Si  -0.1214  0.1916  24.764  -0.0017  0.007  0.0125
Si  5.6838  -0.2812  24.7352  0.0023  -0.0047  0.0204
Si  2.4232  2.9955  24.917  -0.0043  0.0059  0.0103
Si  8.5399  2.4376  24.5959  0.0026  -0.0046  0.0234
Si  0.1803  5.216  24.9455  0.0068  -0.0102  0.0146
Si  5.2901  5.8271  24.89  -0.0053  0.0009  0.0137
Si  2.9307  7.9459  24.8626  0.0115  -0.0002  0.0157
Si  7.8919  8.4038  24.9939  -0.0113  0.0077  0.0035
Si  1.3337  1.3727  26.2009  -0.0059  0.0039  -0.0047
Si  6.858  1.3748  25.9799  0.0049  -0.0061  -0.0135
Si  4.1274  4.1285  26.1014  -0.004  0.0055  -0.0091
Si  9.5122  4.0245  26.1316  0.0074  -0.0045  -0.0091
Si  1.3663  6.8114  26.2059  0.0008  -0.0069  -0.0112
Si  6.7759  6.8848  26.3438  -0.0058  0.0058  -0.0048
Si  4.0736  9.5895  26.1196  0.0049  -0.0039  -0.0081
Si  9.6029  9.5786  26.1093  -0.0011  0.0027  -0.0109
Si  2.7304  0.0088  27.5123  0.0016  -0.0003  0.0008
Si  8.2049  0.0217  27.47  -0.0026  -0.0002  0.0055
Si  -0.0343  2.7338  27.552  0.0004  0.0016  0.0031
Si  5.4966  2.7255  27.4431  -0.0013  0.0013  0.0041
Si  2.7615  5.4511  27.5401  -0.0002  -0.0014  0.002
Si  8.2026  5.446  27.5256  -0.0023  -0.0025  0.005
Si  -0.004  8.2118  27.5127  0.0004  0.001  0.0044
Si  5.3968  8.2679  27.5926  0.0034  0.0026  0.0011
Si  4.1018  1.3673  28.8881  0.2243  0.0796  -0.3115
Si  9.5708  1.3673  28.8881  -0.2529  -0.1281  0.1596
Si  1.3673  4.1018  28.8881  -0.0235  -0.0292  0.0991
Si  6.8362  4.1018  28.8881  -0.0809  -0.2312  -0.1108
Si  4.1018  6.8362  28.8881  -0.2414  0.0135  0.4373
Si  9.5708  6.8362  28.8881  0.0523  -0.0771  -0.085
Si  1.3673  9.5708  28.8881  0.0162  0.0024  -0.0329
Si  6.8362  9.5708  28.8881  0.0876  0.3812  0.049
Si  0  0  30.2554  -0.0431  -0.0036  -0.0405
Si  5.469  0  30.2554  0.1273  0.0535  0.0017
Si  2.7345  2.7345  30.2554  -0.0252  0.0405  -0.042
Si  8.2035  2.7345  30.2554  -0.0093  -0.0761  -0.0112
Si  0  5.469  30.2554  0.0697  0.0404  -0.0027
Si  5.469  5.469  30.2554  -0.0257  0.0382  -0.0496
Si  2.7345  8.2035  30.2554  -0.0153  -0.1192  0.0146
Si  8.2035  8.2035  30.2554  -0.0302  0.0033  -0.0623
Si  1.3673  1.3673  31.6226  0.0059  -0.0439  0.0003
Si  6.8362  1.3673  31.6226  -0.0404  0.0488  -0.0013
Si  4.1018  4.1018  31.6226  0.0121  0.0051  -0.0013
Si  9.5708  4.1018  31.6226  -0.0457  -0.0171  -0.0247
Si  1.3673  6.8362  31.6226  -0.0353  0.0489  0.0092
Si  6.8362  6.8362  31.6226  0.0202  -0.0165  -0.004
Si  4.1018  9.5708  31.6226  -0.0219  0.003  -0.0224
Si  9.5708  9.5708  31.6226  0.0292  -0.0298  -0.0042
Si  2.7345  0  0.6835  0.0376  -0.0146  0.0147
Si  8.2035  0  0.6835  -0.0178  0.0131  -0.0032
Si  0  2.7345  0.6835  0.0108  0.0408  0.005
Si  5.469  2.7345  0.6835  0.0444  -0.0468  0.0056
Si  2.7345  5.469  0.6835  -0.0069  0.0275  0.0079
Si  8.2035  5.469  0.6835  0.0333  0.0235  0.0179
Si  0  8.2035  0.6835  0.0057  -0.0368  0.0135
Si  5.469  8.2035  0.6835  -0.0275  0.0065  0.0026
Si  4.1018  1.3673  2.0507  0.0112  0.0876  -0.0119
Si  9.5708  1.3673  2.0507  -0.0121  -0.0495  0.0419
Si  1.3673  4.1018  2.0507  -0.0322  -0.0514  0.0488
Si  6.8362  4.1018  2.0507  -0.0219  0.0129  -0.0023
Si  4.1018  6.8362  2.0507  0.057  -0.0059  0.0325
Si  9.5708  6.8362  2.0507  -0.0522  0.033  -0.0024
Si  1.3673  9.5708  2.0507  -0.0423  0.0011  -0.0074
Si  6.8362  9.5708  2.0507  0.0471  -0.016  0.0557
Si  0  0  3.418  0.2419  0.057  -0.1068
Si  5.469  0  3.418  -0.0972  0.151  0.0777
Si  2.7345  2.7345  3.418  0.1898  -0.0948  -0.0584
Si  8.2035  2.7345  3.418  0.0351  0.1382  0.012
Si  0  5.469  3.418  -0.0054  -0.0253  0.1845
Si  5.469  5.469  3.418  -0.1458  -0.0557  -0.0881
Si  2.7345  8.2035  3.418  -0.1153  -0.0204  0.1559
Si  8.2035  8.2035  3.418  0.1164  -0.1644  -0.3547
Si  1.4161  1.3417  4.7919  -0.0082  -0.0004  -0.0051
Si  6.8099  1.4134  4.7863  -0.0056  0.0015  -0.0001
Si  4.0783  4.115  4.8011  -0.0014  -0.0049  -0.0007
Si  9.5894  4.079  4.8113  -0.0059  -0.0002  -0.0055
Si  1.3824  6.8099  4.8183  -0.0017  -0.0045  -0.0005
Si  6.8605  6.8151  4.7457  -0.0138  -0.0096  0.0036
Si  4.0708  9.6027  4.7905  -0.0009  0.0023  -0.002
Si  9.6136  9.5238  4.7408  0.0176  0.0076  0.0035
Si  2.7427  -0.0161  6.2656  0.0047  -0.0072  -0.007
Si  8.2755  0.0467  6.0081  -0.005  0.0128  -0.0178
Si  0.1023  2.7558  6.1553  0.0082  0.0026  0.0018
Si  5.4547  2.7803  6.2026  -0.0007  -0.005  0.0026
Si  2.7126  5.4531  6.2456  0.0006  0.0053  -0.001
Si  8.1937  5.4376  6.1597  0.0041  0.0022  -0.003
Si  0.0243  8.1691  6.1834  0.0013  0.0035  0.0049
Si  5.4586  8.2066  6.0495  -0.0019  0.0094  -0.0015
Si  3.854  1.6691  7.5253  -0.0161  0.025  -0.0326
Si  9.9483  1.0544  7.3049  0.018  -0.0023  -0.0054
Si  1.5681  3.8869  7.6726  -0.0002  -0.0105  -0.0193
Si  6.5766  4.397  7.5307  -0.0085  0.0083  -0.0238
Si  4.3564  6.6565  7.4213  0.0015  -0.0026  -0.0176
Si  9.2728  7.086  7.4273  0.0072  -0.0144  -0.0277
Si  1.1676  9.6847  7.5858  -0.0107  -0.007  -0.0056
Si  7.0966  9.3924  7.2037  0.0654  -0.128  -0.1226
O  1.3225  4.1371  24.4344  -0.0008  0.0043  -0.0025
O  6.8365  9.5251  24.4069  0.0061  -0.0044  -0.0041
O  2.7115  2.749  8.0565  0.007  0.0013  0.0164
O  8.1618  8.2631  7.6846  -0.0314  0.0692  0.0047
O  5.4729  5.5587  7.9491  0.0014  -0.0007  0.0163
O  0.0218  -0.1014  7.9522  -0.0077  -0.0039  0.015
O  4.1116  6.8866  24.4038  -0.0011  -0.0008  -0.0036
O  9.6854  1.29  24.2824  0.0001  -0.003  -0.0076
O  1.6749  8.9645  9.014  0.0482  -0.0088  0.0358
O  0.8949  4.4015  9.1109  -0.0014  -0.0016  0.0182
O  9.2783  1.8076  8.6128  -0.0091  -0.0322  0.0658
O  6.654  10.0033  8.7162  0.0297  0.0481  0.3546
O  4.5919  1.1597  8.9189  0.0354  -0.0341  0.0699
O  3.7854  7.3792  8.7745  -0.0115  0.0259  0.0366
O  7.1706  3.8491  8.9635  0.0087  -0.0094  0.0321
O  9.5642  6.677  8.982  -0.0029  0.0023  0.0366
O  2.9078  2.2676  23.5179  0.0003  -0.0002  -0.0096
O  5.0984  0.1679  23.2677  0.0001  0.002  -0.0149
O  8.1618  2.9852  23.084  -0.0005  0.0009  -0.0162
O  10.3656  5.7654  23.5964  -0.0009  0.0032  -0.0124
O  8.3015  7.49  23.7055  0.0027  0.001  -0.0061
O  2.2656  8.4847  23.4591  -0.0051  0.0014  -0.014
O  6.17  5.4632  23.5324  0.0016  0.0014  -0.0116
O  0.641  10.5775  23.3984  0  -0.0023  -0.0111
Si  3.053  8.4343  9.7618  -0.0042  0.0061  -0.0498
Si  7.5273  3.9658  10.549  -0.0159  0.0274  -0.0405
Si  -1.185  3.869  15.9085  0.0052  0.0036  0.0297
Si  3.3847  2.9545  22.1188  -0.0012  0.0022  0.0266
Si  7.0291  0.6592  19.765  -0.0024  0.0025  0.0381
Si  12.3063  -5.7585  17.4725  0.0044  0.002  0.0322
Si  2.6874  9.4759  20.2571  0.0023  -0.0056  0.0343
Si  9.274  6.311  14.8262  -0.0015  -0.0173  0.0349
Si  2.6531  11.162  17.6627  0.0004  -0.0019  0.038
Si  -2.1126  9.883  17.8046  0.0028  0.0009  0.0453
Si  4.7537  0.3671  21.6899  0.0011  -0.0004  0.0303
Si  9.365  12.4596  10.1982  0.0851  0.1627  -0.0936
Si  4.4491  11.2534  10.2935  -0.1717  -0.0396  -0.1039
Si  3.3378  1.7387  12.8414  0.0026  0.0155  0.0404
Si  9.0549  8.5114  12.9099  0.0251  -0.0295  0.0521
Si  0.9914  9.1424  22.6782  0.0025  0.0017  0.0266
Si  -0.1397  0.8932  16.4409  0.004  0.0032  0.038
Si  -1.1605  0.2591  13.874  0.0142  0.0137  0.0445
Si  0.3368  13.098  12.1468  0.0137  0.0215  0.0133
Si  5.5821  5.051  22.0632  -0.0042  0.0011  0.0263
Si  6.8786  4.889  15.3533  -0.0033  0.0005  0.0312
Si  5.2733  4.2605  12.7295  -0.0041  0.0089  0.0101
Si  4.5842  11.266  15.4222  -0.0047  0.0041  0.0422
Si  4.0997  6.6684  20.0427  -0.001  0.0009  0.0368
Si  4.3944  5.1056  17.3466  -0.0074  0.0021  0.0367
Si  -0.8052  7.0447  17.8423  0.0033  -0.0046  0.0391
Si  4.9639  12.9863  17.8241  0.0005  0.002  0.0367
Si  3.1058  6.3259  12.0927  -0.0034  -0.0073  -0.0047
Si  7.918  3.1248  21.4659  0.0005  -0.0013  0.0302
Si  9.5928  7.0025  22.8778  -0.0027  -0.0011  0.0261
Si  9.6788  5.4291  20.4142  0.0012  -0.0025  0.035
Si  11.8475  4.8473  10.7051  0.0094  0.0011  -0.0361
Si  -3.5376  9.9588  14.9635  -0.0062  0.0079  0.0557
Si  1.7245  4.6769  20.3589  0.0021  -0.001  0.0364
Si  7.1534  10.4803  10.14  -0.0131  0.2408  -0.2365
Si  9.3851  6.5364  10.586  0.0207  -0.0359  -0.0488
O  8.2987  5.3587  10.9054  -0.0029  -0.0004  0.0158
O  9.899  -1.0242  12.8465  -0.0095  0.0002  -0.0248
O  19.4245  13.6217  10.9196  0.0109  -0.0453  0.0138
O  2.7983  5.8649  20.5721  0.0007  0.0015  -0.0157
O  -2.8515  4.0405  16.1775  -0.002  0.0011  -0.0141
O  -4.7207  15.0644  14.0591  -0.0027  -0.0042  -0.0148
O  0.3114  5.3154  20.8017  -0.0024  0.0017  -0.0147
O  3.5489  12.0031  11.3761  0.0441  -0.0295  -0.0214
O  -1.085  7.3541  13.7326  -0.0018  0.0189  -0.029
O  -0.0365  6.1412  11.0312  -0.0062  0.0062  0.0215
O  1.6825  4.2732  18.7873  -0.0001  -0.0018  -0.0235
O  7.8789  1.6591  20.7434  -0.0015  -0.0028  -0.0172
O  3.8888  0.785  14.0244  -0.0043  0.0045  -0.0261
O  2.2594  10.0525  18.7835  -0.0014  0.0048  -0.0217
O  1.3096  9.1522  21.075  0.0005  0.0012  -0.0142
O  10.8944  1.3653  10.7438  -0.0308  -0.0264  -0.0118
O  9.8429  0.182  17.5323  0.0019  0.0018  -0.0182
O  9.703  8.568  18.2549  -0.0024  0.003  -0.0171
O  4.4356  1.9427  21.404  0.0006  -0.0011  -0.0154
O  2.9729  18.6621  11.2274  0.0068  0.0244  -0.0098
O  6.5488  3.9954  21.2963  0.0007  -0.0008  -0.0153
O  9.0614  3.9471  20.6477  0.0007  0.0009  -0.0149
O  3.7193  8.2408  20.0262  -0.0012  0.0019  -0.0148
O  0.8266  6.7121  17.8252  -0.0017  0.0009  -0.0164
O  3.413  -0.4216  21.2658  -0.0021  0  -0.0139
O  1.3463  11.9638  17.0832  -0.0053  0.0014  -0.0172
O  1.7161  12.773  12.9297  -0.0048  -0.004  -0.0048
O  0.3194  3.7133  11.712  -0.0037  -0.0031  0.007
O  9.9189  4.8102  14.5563  -0.0007  0.0034  -0.0128
O  2.4409  16.1187  11.1191  0.0001  0.0024  0.0111
O  -14.2359  6.2026  14.7399  -0.0013  0.0039  -0.0131
O  5.9751  11.1455  10.9873  0.1281  -0.1241  0.0506
O  -2.6867  11.2806  14.4753  0.0018  -0.0005  -0.0209
O  10.8606  10.9302  15.0717  -0.0078  -0.004  -0.0255
O  5.6017  5.36  16.269  0.0102  -0.0003  -0.021
O  4.5081  6.2229  18.5229  0.0024  -0.0044  -0.0231
O  13.7845  5.2227  16.6841  -0.0006  0.0007  -0.0159
O  9.0297  6.5217  21.4322  0.0004  0.0015  -0.014
O  3.4803  10.5185  16.3847  0.0065  0.0004  -0.0211
O  -0.3475  8.2619  22.8159  -0.0018  -0.001  -0.0134
O  5.3224  6.3356  21.0806  -0.0008  -0.0014  -0.0142
O  5.8079  -0.685  15.0526  0.0076  -0.0036  -0.0174
O  2.0998  3.3277  21.1884  0.0006  0.0006  -0.0144
O  -3.2718  8.8567  13.7465  0.0007  -0.0005  -0.0346
O  2.2912  6.6188  13.4731  0.0005  0.001  -0.0018
O  3.6408  1.2895  18.4031  -0.0009  -0.0008  -0.0177
O  4.1674  4.3355  22.4417  -0.0008  0.0006  -0.0147
O  5.9657  -0.1206  20.7233  0.0025  0.0012  -0.0168
O  -1.3393  6.8291  16.3272  -0.0032  0.0015  -0.0224
O  0.082  4.4353  16.8018  -0.0094  -0.0035  -0.0179
O  -0.864  1.6861  13.1457  -0.0142  -0.0058  -0.005
O  4.6145  5.7519  12.4679  0.0033  -0.0015  0.0018
O  -1.4905  5.9763  18.8882  -0.0003  0.0048  -0.0225
O  4.0412  14.1357  12.9024  0.0057  -0.0025  -0.0039
O  6.2912  1.5851  18.6343  -0.0022  0.0019  -0.0185
O  -2.9857  9.5135  16.4485  -0.0076  -0.0006  -0.0327
O  10.0827  2.2861  15.9586  -0.0011  -0.0048  -0.0142
O  8.8594  7.9068  11.3758  -0.0331  0.0493  0.001
O  15.6304  3.6364  17.9812  0.0013  -0.0008  -0.0149
O  3.9792  9.7519  9.9756  0.0186  0.035  0.0329
O  8.6245  0.0424  10.4447  -0.1773  -0.2119  0.0323
O  6.1677  3.8549  11.4262  0.0089  -0.0078  0.0028
O  7.8866  -0.5249  19.0329  0.0043  -0.0041  -0.0228
O  5.1445  12.5823  16.2345  0.0005  -0.0065  -0.0222
H  2.6092  6.1913  14.2842  0.0005  0.0004  0.0035

Results
free energy: -133981.595 eV
free energy less fixed offsets of H -15.97, O -568.88, Si -635.61 eV per atom: -3.665 eV

The program warned: the cutoff lies below the one the program advises for these potential files; the forces do not sum to zero within the program's tolerance; the exchange-correlation potential is rough where the density is thin.
